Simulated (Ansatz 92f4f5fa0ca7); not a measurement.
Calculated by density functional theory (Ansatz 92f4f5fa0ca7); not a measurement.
Periodic cell of 236 atoms, Si134O102, from a study of silicon, its oxide and their interface. The atomic structure is a simulated model.

Settings: functional PBE; potential files Ansatz PAW; basis plane waves; wave-function cutoff 700 eV; density cutoff ratio 5; exchange-correlation grid ratio 2; k mesh 2 x 2 x 1, shifted by 0.5 0.5 0.5 of a step; self-consistency stop 5e-08 eV per atom in the density residual; occupations Fermi-Dirac, 0.05 eV; spin none; net charge 0.

Cell vectors (angstrom)
a	11.476	0.0309	-0.058
b	0.073	15.2911	0.1067
c	-5.9771	-7.1806	23.1195

Atoms and the computed forces on them: element, x, y, z (angstrom), force x, y, z (eV/angstrom)
Si	1.4321	-1.4941	-0.3906	0.0016	0.6014	-0.0792
Si	0.7057	1.934	-1.1406	-0.9367	1.0213	0.4333
Si	3.0308	7.788	-0.3296	1.1008	0.1584	0.1315
Si	1.4168	11.464	-0.8492	-0.1899	-0.1773	-0.9658
Si	3.1855	-0.8766	1.4087	0.0484	0.755	-0.2942
Si	5.0697	2.3476	1.0542	0.1988	-0.2623	-0.9095
Si	5.3428	6.3874	-1.4052	0.7519	-0.2992	-0.8343
Si	6.3961	11.0701	1.5408	-0.2049	0.4752	-0.8063
Si	9.3154	0.0777	-2.6868	1.6485	-0.2947	-0.2913
Si	7.1066	2.3225	-2.7059	0.0295	1.0285	-1.892
Si	6.5147	7.037	0.4758	-0.0618	-0.0081	-0.1588
Si	10.8832	10.3685	-0.4601	-0.7922	1.6859	0.2018
Si	5.2425	0.0172	0.3272	-0.3088	0.1095	0.5854
Si	2.903	3.0756	1.6451	-0.5116	0.0799	0.5091
Si	4.1316	6.9888	1.626	0.2308	-0.0143	0.1144
Si	4.0712	10.6927	1.8714	-0.0691	-0.3627	-0.7639
Si	7.2273	-0.4457	1.6542	0.1663	-0.139	-0.3136
Si	6.274	3.8831	-0.1982	-0.1159	-0.0969	-0.9824
Si	7.7932	5.1609	1.1157	-0.0366	-0.097	0.2887
Si	7.7949	9.3064	1.7562	-0.6933	-0.7302	-0.1121
Si	10.8223	0.0282	-0.8111	0.1464	-0.0911	-0.5854
Si	11.8301	3.0943	0.9598	0.2937	-0.3494	-0.3808
Si	10.2891	5.0678	0.8685	0.1699	0.8161	-0.3369
Si	9.9625	10.1779	1.772	0.8811	0.4773	-0.1757
Si	3.0054	1.0756	2.9731	0.2837	-0.0835	-0.1004
Si	3.3485	5.0533	2.8897	0.1178	-0.115	0.1795
Si	3.6858	8.7621	3.1015	-0.308	-0.2136	0.6643
Si	3.3702	12.5843	2.9583	0.051	0.2615	0.3891
Si	6.7994	1.2336	3.1864	-0.353	0.5927	0.027
Si	7.2051	5.6774	3.3864	0.1342	-0.2901	0.0064
Si	7.2205	8.0686	3.6788	-0.2099	-0.2443	-1.0895
Si	6.9741	12.8562	3.0032	-0.126	-0.1843	0.0445
Si	10.7251	1.4614	2.5217	0.1771	0.0746	0.7016
Si	10.7696	5.9669	3.039	0.2403	0.2457	0.1647
Si	10.948	8.4917	3.1607	0.0959	-0.7116	-0.3171
Si	10.6087	12.3012	2.8412	-0.6145	0.0528	0.2048
Si	1.0547	1.0782	4.1934	-0.2889	0.137	-0.2843
Si	1.2934	5.1589	4.1596	0.055	-0.3282	-0.3189
Si	1.5385	8.7936	4.298	0.5317	-0.3028	-0.3309
Si	1.2865	12.5285	4.0173	-0.1872	0.0158	0.2152
Si	4.9523	1.0151	4.5777	-0.593	0.0384	0.1509
Si	5.2036	4.8425	4.4274	-0.0458	0.3585	0.2789
Si	5.3041	8.683	4.8256	-0.3553	-0.1657	0.2403
Si	5.1798	12.7208	4.5624	0.0281	-0.4951	-0.1691
Si	8.877	1.607	4.1413	0.5132	0.3486	0.3011
Si	9.1164	5.3394	4.7197	-0.1606	-0.1875	-0.2249
Si	9.1673	8.6977	4.6325	0.0189	0.6078	0.8973
Si	8.8556	12.6881	4.3992	0.6182	-0.0585	0.0844
Si	1.2484	-0.9102	5.413	-0.07	-0.1271	0.1096
Si	1.16	3.0955	5.4376	-0.2523	0.0358	0.37
Si	1.4301	6.8918	5.6721	-0.7741	0.3409	0.1266
Si	1.5078	10.755	5.5408	0.3406	0.2013	0.2527
Si	5.0116	-0.8313	5.994	-0.1753	0.2565	0.6312
Si	5.0884	2.9782	5.9741	0.062	-0.0714	-0.0623
Si	5.1304	6.5968	6.0536	-0.3157	-0.0127	-0.9186
Si	5.3372	10.7477	5.9902	-0.1452	0.0501	0.0729
Si	8.9153	-0.451	5.378	-0.1418	0.0358	-0.0067
Si	8.947	3.2871	5.8806	-0.6717	-0.4102	-0.072
Si	8.9825	7.0643	6.2728	0.0991	0.3751	0.3116
Si	9.0846	10.7313	5.7864	0.0242	-0.5072	-0.1166
Si	2.8938	-0.9678	7.2074	0.1545	0.127	-0.8094
Si	2.9356	2.9955	7.0268	0.0198	-0.4747	-0.2725
Si	3.1003	6.6751	7.2141	0.3787	-0.5809	0.4074
Si	3.276	10.7113	7.2017	0.2963	-0.1437	-1.0459
Si	7.1872	-0.4648	7.0351	-0.0175	0.8485	-0.5297
Si	7.0427	3.0338	7.5155	0.4913	0.1963	-0.3317
Si	6.9278	6.7063	7.5048	0.3035	0.4496	-0.0363
Si	7.3179	10.7934	7.3064	0.3749	0.0569	0.4463
Si	10.8494	-0.6967	6.702	0.1237	0.3806	-0.0433
Si	10.8776	3.1373	7.1201	0.3602	0.6314	-0.1564
Si	11.0941	7.0983	7.2184	0.3587	0.6244	-0.2591
Si	11.1841	10.7017	6.9282	-0.6241	0.3521	0.2414
Si	2.3427	1.0146	8.311	0.0433	0.4432	0.0916
Si	3.3362	3.9726	10.9231	-3.3262	-0.4362	1.0699
Si	2.841	8.6916	8.2596	-0.169	0.3376	0.0825
Si	2.5305	12.3872	8.6185	0.142	0.0474	1.1721
Si	7.6804	1.0905	8.8715	-0.8295	0.3115	-0.2787
Si	7.1739	4.9361	8.9989	-0.31	-0.3227	-0.3817
Si	5.46	8.4536	9.7349	-0.1721	0.0907	-1.4076
Si	8.0162	12.8997	7.9398	0.2356	-1.0339	0.4699
Si	11.4276	1.1062	8.1606	1.1572	0.1034	-2.2971
Si	11.3011	5.1728	8.3782	-0.1067	-0.6296	-0.2563
Si	11.9573	8.9892	8.5029	-0.2211	-0.781	-0.8886
Si	10.4059	12.699	8.0236	0.2584	-0.624	0.219
Si	9.4741	0.3215	10.3495	0.9242	1.2109	0.2182
Si	9.8726	5.7963	10.1714	-0.4181	-0.2962	1.2469
Si	9.232	8.8349	10.7306	-0.0909	0.7143	0.8282
Si	0.4026	11.866	9.7581	-0.2875	1.3546	0.2824
Si	3.2428	1.0728	10.5352	-0.9716	-0.1536	0.7382
Si	2.1158	4.7678	8.3186	0.0416	0.5168	-0.4792
Si	-0.0263	9.6888	10.6921	0.9696	-0.376	1.1797
Si	2.4311	12.6548	11.5322	-1.1078	0.3777	-0.0143
Si	5.9261	-0.1473	11.091	-0.7898	0.0092	-2.5119
Si	5.8344	5.6699	10.7798	-0.2359	-0.1532	1.1112
Si	7.6969	10.2153	9.6906	-0.0634	0.7804	-0.881
Si	7.8776	13.0783	10.2237	1.0595	-0.4086	-1.9909
Si	8.2507	-0.9359	15.1836	0.7401	-1.0084	0.7792
Si	6.2514	-3.319	19.296	0.1109	0.527	-0.0501
Si	5.3361	7.0281	15.7802	0.7647	-0.1391	-1.2825
Si	10.3951	0.0848	13.3292	-0.135	0.1157	0.5967
Si	6.2136	-0.5202	14.1268	0.0093	0.3913	-0.8546
Si	0.7838	2.2613	19.1153	0.6359	1.7957	-0.5672
Si	1.1272	-2.9604	17.8067	0.0726	-1.0944	-1.0358
Si	5.4994	0.2029	22.052	-0.0545	-1.0495	-2.0418
Si	5.1925	4.156	19.8958	-0.048	1.695	1.8334
Si	5.5532	-8.1787	18.742	-1.8673	2.0966	-0.8812
Si	7.0915	5.7817	13.5344	-0.4947	1.0126	1.7707
Si	0.9533	9.9138	15.7671	1.9997	0.3131	1.7491
Si	7.897	8.7842	12.7708	1.3916	-0.1459	0.8287
Si	2.6353	5.563	16.1911	-0.8528	-0.7094	-0.667
Si	7.7256	-3.741	16.6899	1.3039	0.1398	0.2245
Si	2.2992	9.7907	12.874	-0.8526	0.9862	0.3482
Si	5.18	-3.2218	14.9462	-0.8127	0.4119	1.2839
Si	9.8644	5.0827	13.2943	1.8299	1.1778	0.0587
Si	2.5174	3.5169	13.8777	0.329	1.8308	2.2936
Si	3.5599	2.9368	17.7807	-1.0128	0.3288	-0.316
Si	-1.3594	3.5476	17.3012	0.4472	-0.0216	-0.8072
Si	3.9361	1.2991	15.1284	-3.1496	0.128	0.9436
Si	3.7433	-7.4718	24.3576	-0.0386	-0.5751	-0.0898
Si	-0.332	-0.4953	18.63	-0.0033	-0.1533	1.8533
Si	0.9536	6.9722	16.9732	0.5943	0.4245	1.0575
Si	-0.258	2.6691	14.4439	-1.4147	1.2632	0.1987
Si	4.1174	-2.2033	17.6341	-1.7671	0.379	-0.2679
Si	1.9613	-0.1444	13.0641	4.1131	0.1522	-0.1163
Si	9.4248	9.2663	15.5008	0.2921	-0.8666	1.0939
Si	-2.6994	3.0167	22.7485	1.0745	0.5496	0.2251
Si	5.0157	-5.8834	13.5252	-2.2628	-1.6402	1.8015
Si	7.8322	7.9127	20.9818	-1.2897	-0.2104	0.3377
Si	8.5216	0.9145	17.6439	-0.7002	0.6624	-0.2073
Si	0.0553	3.7874	21.4818	1.072	-0.7526	2.2626
Si	-1.1125	6.3678	16.1705	-0.9747	-0.454	-0.6689
Si	6.0271	-0.4082	19.0446	-0.1149	1.4123	0.05
Si	0.8849	6.5534	20.2076	0.6812	-0.2133	1.5824
Si	-0.6257	8.0186	21.1831	0.5291	-0.0434	0.2375
O	5.3572	0.2418	20.3802	-0.0417	0.0611	1.1495
O	7.2526	3.2639	-1.4184	-0.1119	0.7014	1.1147
O	4.7271	-1.0626	22.7013	-0.4637	-0.7335	0.7334
O	6.0365	2.567	2.4237	0.2332	-0.4491	0.0108
O	4.3006	-9.0522	24.6324	0.0781	0.3452	0.0456
O	6.3005	8.0162	8.3552	-0.3743	0.2816	0.5223
O	2.0603	4.2502	9.8726	1.3291	-0.6527	1.9139
O	3.8561	8.685	9.5845	0.1497	-0.1876	0.2252
O	3.2884	12.6668	10.1458	0.2106	-0.0884	-1.1334
O	4.3323	-0.0798	10.8323	0.1918	-0.4278	-0.0639
O	6.4725	1.0007	10.0358	0.3557	-0.3606	0.2754
O	4.3223	5.1086	10.5262	1.5178	1.6859	-0.2908
O	6.1158	9.8817	10.0714	0.2028	0.4756	0.577
O	0.8371	12.8909	11.0601	0.2276	-0.6326	-0.2766
O	10.8936	0.7421	9.6069	-1.2693	-0.7048	2.6758
O	8.5982	4.7658	9.8181	1.0669	0.3877	0.3192
O	7.7381	9.4582	21.6198	0.648	-0.6027	-0.0751
O	7.0414	0.0908	22.5085	-0.4495	-0.2268	0.1297
O	0.5799	3.0806	-2.3513	-0.459	-0.2236	0.2118
O	-1.5199	3.6314	21.6796	-1.6336	-0.4536	0.4014
O	8.4273	0.3635	16.1308	-0.1346	0.2638	-0.3664
O	2.4345	6.9285	20.7847	-1.606	-0.9348	-0.2694
O	5.0711	4.8344	-0.923	0.5043	-0.5886	0.5161
O	7.3885	8.4388	0.3328	0.1316	0.2943	0.5084
O	6.7071	11.2641	-0.1174	-0.5235	-0.0247	-0.5197
O	0.5039	5.0203	20.6181	0.5366	1.626	-1.0562
O	0.0099	-0.8947	20.216	-0.3032	0.0806	-0.872
O	2.527	-2.2121	17.9506	0.9431	0.7985	0.3949
O	10.4263	1.3221	14.3863	-0.0958	-0.9947	-0.5112
O	4.8397	-0.8013	17.9688	0.5489	1.0118	0.1993
O	8.6737	9.3839	14.1016	-0.4331	0.2831	-1.0499
O	10.886	8.7745	-0.5933	-0.3276	-0.6022	0.0037
O	0.03	-1.7657	17.7038	-0.4916	0.2599	-0.3217
O	9.4858	-1.0473	14.0836	-0.3	-0.1109	-0.1296
O	9.298	7.3621	10.0275	0.142	-1.3016	-0.5721
O	10.1729	5.7202	11.8142	-0.2896	0.1296	-0.6455
O	5.2901	0.5285	15.0122	2.4607	-1.2307	-0.4707
O	9.191	14.0431	10.5309	-0.3469	-0.9793	0.5266
O	8.8118	10.2826	16.5995	-0.616	0.5088	-0.069
O	2.2001	0.9543	11.8473	-0.0577	-0.001	-0.4111
O	1.1064	-3.9627	16.5023	-0.1713	-0.4299	-0.3873
O	3.6497	1.7226	16.7239	0.6056	-0.7608	-1.1654
O	3.986	2.5207	10.7364	0.3864	-0.207	-0.2326
O	1.0923	9.1769	11.9565	-1.3116	0.1374	-1.2596
O	2.1715	4.8929	14.7801	-0.0448	-1.1924	-0.7557
O	2.6213	11.2542	12.253	0.1725	-0.9677	0.2371
O	8.373	-2.2895	16.2039	-0.1056	0.5154	-0.3904
O	6.3452	0.1364	12.5693	0.5103	0.1416	3.1467
O	6.1955	5.1903	12.3493	-0.7551	0.021	-1.7738
O	4.8655	3.1473	18.7241	0.2105	-0.9345	-0.8987
O	5.7532	7.3284	10.8424	0.1978	-1.0181	0.502
O	3.5821	-6.3689	12.7603	2.0655	-0.4123	0.0828
O	6.4994	13.6394	10.7752	-0.9229	0.7521	0.9129
O	-0.5368	9.753	15.3386	-1.8494	-0.325	-0.7445
O	5.0848	5.7108	19.3087	-0.4764	-2.5871	0.773
O	9.7164	0.6632	11.9625	-0.0025	0.0304	-0.762
O	9.3775	7.7138	16.1417	-0.1791	1.1288	-0.2206
O	-0.092	9.4922	20.6904	-0.5546	-0.0627	-0.1848
O	8.3535	4.7958	13.7029	-1.037	-0.5199	0.2808
O	0.5724	0.8315	18.4211	-0.0017	-0.2407	-0.4695
O	-0.2416	3.4168	18.4623	0.449	-0.7205	0.6448
O	0.4611	-0.48	13.2545	-3.0292	-0.2492	0.3084
O	1.8535	9.9562	14.4442	0.3127	-0.087	-0.7803
O	2.6938	-1.5494	12.5546	-0.0034	1.0562	0.5353
O	6.841	3.2754	-4.0608	0.0067	-1.5235	2.2866
O	4.1682	-2.57	16.09	0.6891	-0.5774	-2.4261
O	7.1112	0.6751	18.4241	-0.6634	-0.2695	0.0994
O	6.427	9.4675	12.7828	0.0754	0.5682	-0.8801
O	6.7365	-1.7553	19.5325	0.3416	-1.3116	0.2868
O	4.5638	-4.4538	14.119	0.101	0.7657	0.0032
O	1.3632	8.5655	16.681	-0.2849	0.1148	-0.2279
O	3.938	7.1739	-1.5659	-0.7519	0.5257	-0.2263
O	-0.4925	3.2095	15.9423	-0.228	0.2549	0.3117
O	2.7764	0.286	14.4706	-0.182	0.0286	-0.4481
O	5.301	-6.8818	14.8355	-0.0544	0.967	-0.975
O	7.7325	7.2259	13.1352	-0.2517	-0.9703	-0.2091
O	8.4732	1.4461	-2.8344	-0.4543	0.7194	0.0544
O	6.8627	7.7056	19.651	1.5594	0.435	0.916
O	4.2336	-7.1654	19.0473	0.5165	-0.4355	0.0387
O	3.2544	4.3565	17.0498	0.3146	-0.7313	0.9117
O	-1.8153	5.1171	17.0711	0.127	0.2309	-0.1589
O	6.426	-3.821	15.7784	-0.6105	-0.6206	-0.5837
O	5.5727	-2.0144	13.9353	-0.1474	0.1007	-0.2152
O	6.246	5.9264	14.9551	0.5058	-0.2562	-0.8309
O	1.2905	2.526	14.1254	0.1057	-0.8849	-0.2175
O	2.6811	4.109	12.4441	0.7837	0.4738	-3.1213
O	-1.8719	-0.0255	18.438	0.8702	-0.5684	0.6019
O	-2.122	7.7148	20.5911	0.9575	-0.1894	-0.5879
O	2.3371	2.6253	18.771	-0.7522	-0.0218	0.5912
O	8.8922	2.5241	17.5533	0.0276	-0.0895	-0.0177
O	0.8935	6.7543	18.6397	-0.0787	0.2703	-1.8455
O	10.5983	3.6701	13.2128	0.7294	-1.1727	0.6082
O	3.8522	2.7053	14.3419	0.4094	0.5668	-0.566
O	7.366	-3.896	18.2756	0.3966	-0.1684	-0.1712
O	3.8329	6.5284	15.8446	0.5646	1.0766	-0.2305
O	-0.9576	6.0076	14.5499	-0.1958	-0.4323	-0.1844
O	8.1237	11.5357	10.6608	-0.0035	-0.8101	0.4273
O	10.1838	11.0563	-1.8572	0.5708	-0.0873	-0.395
O	4.8355	-3.3279	18.4767	0.8212	-1.378	1.5048
O	5.9251	7.2026	17.2549	0.5789	0.0627	0.8102
O	0.5892	2.4358	20.7271	0.0825	-0.5544	-0.0289
O	6.7159	4.0693	20.4806	0.4616	0.0683	1.0581

Results
free energy: -143193.947 eV
free energy less fixed offsets of O -569.03, Si -635.61 eV per atom: 18.853 eV
pressure: 1.06 GPa
stress xx, yy, zz, yz, xz, xy (GPa, positive in tension): -1.68, -1.84, 0.35, -0.45, -0.03, 0.07

The program warned: the cutoff lies below the one the program advises for these potential files.
